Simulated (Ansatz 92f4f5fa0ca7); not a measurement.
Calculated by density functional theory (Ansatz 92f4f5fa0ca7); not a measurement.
Periodic cell of 256 atoms, Si144O112, from a study of silicon, its oxide and their interface. The atomic structure is a simulated model.
Doubt: the cutoff is far below the 930 eV that the study's wrapper takes by default for these files, so forces and energies are approximate.
This geometry differs little from another in the collection (a relaxation step or a small displacement).

Settings
functional: PBE
potential files: Ansatz PAW
basis: plane waves
wave-function cutoff: 580 eV
density cutoff ratio: 5
exchange-correlation grid ratio: 1
k mesh: 1 x 1 x 1, Gamma-centred
self-consistency stop: 5e-08 eV per atom in the density residual
occupations: fixed
spin: none
net charge: 0

Cell vectors (angstrom)
a, 10.938, 0, 0
b, 0, 10.938, 0
c, -0.5492, 4.6506, 36.6132

Atoms and the computed forces on them: element, x, y, z (angstrom), force x, y, z (eV/angstrom)
Si, 1.0942, 3.0016, 29.214, -0.0068, 0.0118, -0.0022
Si, 3.914, 5.7153, 29.0709, -0.0078, 0.0081, -0.0192
Si, 0.4392, 9.0163, 29.0703, 0.0047, -0.011, -0.0096
Si, 3.365, 0.8068, 29.1666, 0.0059, -0.0096, 0.0064
Si, -4.8483, 3.401, 29.1733, 0.0102, -0.0079, 0.0049
Si, -2.2378, 6.3305, 29.1278, 0.0152, -0.0102, 0.0082
Si, 6.4268, 8.5251, 29.2077, -0.0081, 0.0085, -0.0079
Si, -1.6532, 0.4632, 29.1926, -0.0003, 0.0017, -0.0033
Si, 2.2217, 4.6821, 30.4025, -0.006, 0.0045, 0.0044
Si, 4.9289, 7.3109, 30.5091, -0.0074, -0.0004, 0.0052
Si, 2.1759, -0.8688, 30.354, 0.0005, 0.0044, 0.0003
Si, 4.8911, 1.9284, 30.5449, -0.0033, 0.0028, 0.0005
Si, -3.2654, 4.6319, 30.4222, -0.0015, 0.0008, -0.0016
Si, -0.6173, 7.4266, 30.4511, -0.0011, -0.0018, 0.0013
Si, 7.6289, 10.1797, 30.4036, 0.0037, -0.0011, 0.0069
Si, -0.4772, 1.913, 30.5762, -0.0044, -0.0001, 0.0032
Si, 0.8085, 6.0382, 31.7765, 0.0007, -0.0028, 0.0017
Si, 3.5397, 8.7347, 31.7913, 0.0034, 0.0038, 0.0076
Si, 0.8764, 0.4891, 31.8522, 0.0023, -0.0039, 0.0044
Si, 3.5279, 3.3235, 31.8585, 0.0064, -0.0045, 0.0061
Si, 6.3162, 5.9704, 31.8552, 0.0034, -0.0034, 0.0066
Si, 8.9801, 8.7997, 31.831, 0.0019, 0.0016, 0.0001
Si, 6.282, 11.4887, 31.8333, -0.0017, -0.0004, 0.0107
Si, -1.9051, 3.2944, 31.83, -0.0007, -0.0012, 0.0065
Si, -0.5492, 4.6506, 33.195, 0.1285, 0.1802, -0.1361
Si, 2.1853, 7.3851, 33.195, -0.1307, 0.0055, -0.2054
Si, -0.5492, 10.1196, 33.195, 0.011, -0.0596, 0.1484
Si, 2.1853, 1.9161, 33.195, 0.0688, -0.0504, 0.1788
Si, 4.9198, 4.6506, 33.195, 0.0329, -0.033, 0.3512
Si, 7.6543, 7.3851, 33.195, -0.0181, 0.0567, 0.0689
Si, 4.9198, 10.1196, 33.195, -0.1106, -0.147, -0.1748
Si, 7.6543, 1.9161, 33.195, 0.0238, 0.055, -0.0427
Si, 1.3673, -1.3673, 3.418, -0.039, 0.1384, 0.2175
Si, 4.1018, 1.3673, 3.418, -0.0494, -0.1317, 0.1899
Si, 1.3673, 4.1018, 3.418, -0.0685, -0.3184, -0.4141
Si, 4.1018, -4.1018, 3.418, 0.1034, 0.1905, -0.5161
Si, 6.8362, -1.3673, 3.418, 0.0744, 0.1265, -0.0856
Si, -1.3673, 1.3673, 3.418, -0.1313, 0.0335, -0.0158
Si, 6.8362, 4.1018, 3.418, 0.0458, -0.0567, 0.1851
Si, -1.3673, 6.8362, 3.418, -0.0148, 0.102, 0.0259
Si, 2.7178, 0.0134, 4.8346, 0.0004, 0.0007, -0.0043
Si, 5.4926, 2.6955, 4.8003, 0.0034, -0.0004, -0.0083
Si, 2.7791, 5.4261, 4.689, 0.0022, -0.0005, -0.0083
Si, 5.4289, -2.6909, 4.7515, -0.0024, 0.0005, 0.0001
Si, -2.7404, 0.0092, 4.807, -0.0006, 0.0011, 0.0054
Si, -0.0091, 2.7386, 4.7764, 0.0021, -0.001, 0.0012
Si, 8.2121, 5.4787, 4.7944, 0.0012, -0.0026, -0.0046
Si, -0.0321, -2.702, 4.7969, -0.0009, -0.0018, -0.0039
Si, 1.331, 1.3901, 6.2035, 0, 0.0009, 0.0021
Si, 4.1132, 4.0824, 6.0937, -0.0026, -0.0021, 0
Si, 1.3992, -4.1523, 5.9679, -0.007, 0.0056, -0.0008
Si, 4.097, -1.3493, 6.2132, 0.0014, 0.0018, 0.0002
Si, -4.1196, 1.3425, 6.24, 0.0004, -0.0041, 0.0029
Si, -1.3534, 4.1092, 6.1692, -0.0009, 0.0029, 0.0006
Si, 6.8197, -4.0396, 6.0711, -0.0008, -0.001, -0.0007
Si, -1.3705, -1.3163, 6.2366, 0.0001, 0.0009, 0.0011
Si, -0.2275, 0.2759, 7.617, 0.0143, -0.0124, -0.0023
Si, 2.4819, 3.0394, 7.4338, 0.0057, -0.0104, -0.0001
Si, 0.2946, -5.637, 7.3828, -0.011, 0.0076, -0.0011
Si, 2.9989, -3.1278, 7.2997, -0.007, 0.005, 0.018
Si, 5.6133, -0.196, 7.647, -0.009, 0.0084, -0.0089
Si, -2.4822, 2.5144, 7.4905, -0.0071, 0.0097, 0.0028
Si, 5.3163, 5.6505, 7.3562, 0.0066, -0.0012, 0.0128
Si, -3.0805, -2.4294, 7.4337, 0.0098, -0.0066, 0.0027
Si, 0.8181, 3.2834, 34.5622, -0.0076, -0.0651, -0.0189
Si, 3.5526, 6.0179, 34.5622, 0.0547, -0.0006, -0.0148
Si, 0.8181, 8.7524, 34.5622, -0.0884, -0.0422, -0.0056
Si, 3.5526, 11.4869, 34.5622, 0.0209, 0.081, -0.0027
Si, 6.2871, 3.2834, 34.5622, -0.0654, -0.0093, 0.0139
Si, -1.9164, 6.0179, 34.5622, 0.0617, 0.0971, -0.009
Si, 6.2871, 8.7524, 34.5622, -0.0479, -0.09, -0.0092
Si, -1.9164, 0.5489, 34.5622, 0.072, 0.0372, -0.0195
Si, 2.1853, 4.6506, 35.9295, -0.0078, -0.0059, -0.0342
Si, 4.9198, 7.3851, 35.9295, -0.0173, 0.0412, -0.0087
Si, 2.1853, 10.1196, 35.9295, 0.0023, 0.0109, -0.0303
Si, 4.9198, 1.9161, 35.9295, 0.0339, -0.0633, 0.0021
Si, -3.2837, 4.6506, 35.9295, -0.0064, -0.0184, -0.026
Si, -0.5492, 7.3851, 35.9295, 0.0394, -0.0081, 0.0067
Si, -3.2837, -0.8184, 35.9295, 0.0026, 0.0261, -0.0387
Si, -0.5492, 1.9161, 35.9295, -0.041, 0.0124, -0.0131
Si, 1.3673, 1.3673, 0.6835, 0.0176, -0.0095, 0.0129
Si, 4.1018, 4.1018, 0.6835, 0.0081, -0.0186, 0.0331
Si, 1.3673, 6.8362, 0.6835, -0.0158, 0.0326, 0.006
Si, 4.1018, -1.3673, 0.6835, -0.0021, 0.0065, 0.0169
Si, 6.8362, 1.3673, 0.6835, -0.0407, 0.0353, 0.0109
Si, -1.3673, 4.1018, 0.6835, -0.0208, 0.0029, 0.0172
Si, 6.8362, -4.1018, 0.6835, 0.016, -0.0173, 0.0126
Si, -1.3673, -1.3673, 0.6835, 0.0217, -0.0135, 0.032
Si, 0, 0, 2.0507, 0.0078, 0.0113, 0.0196
Si, 2.7345, 2.7345, 2.0507, -0.0866, -0.002, -0.0139
Si, 0, 5.469, 2.0507, 0.051, 0.0203, 0.0165
Si, 2.7345, -2.7345, 2.0507, 0.0084, -0.0853, 0.0078
Si, 5.469, 0, 2.0507, 0.028, -0.0201, 0.006
Si, 8.2035, 2.7345, 2.0507, 0.0317, -0.0067, 0.0087
Si, 5.469, 5.469, 2.0507, 0.028, 0.0894, -0.0012
Si, 8.2035, -2.7345, 2.0507, -0.0362, -0.0243, 0.0084
Si, 5.163, -3.5895, 11.5562, 0.0026, 0.0016, -0.0005
Si, -1.5619, -2.3099, 16.2048, -0.0004, 0.0009, 0.003
Si, 1.1654, -0.7727, 15.4841, -0.0005, -0.0009, 0.0046
Si, 0.7975, 3.8376, 26.2978, -0.0012, -0.0004, 0.0005
Si, 2.9997, 5.8939, 26.0855, 0, 0.0002, 0.0015
Si, 2.5699, 2.4914, 12.2108, 0.0016, -0.0015, 0.0006
Si, 3.2487, -4.9946, 14.9934, -0.0002, 0.0012, 0.0051
Si, 5.0157, 5.0531, 23.8343, 0.0001, -0.0011, -0.0028
Si, 0.2199, 0.6392, 12.9061, -0.0012, -0.0015, 0.0053
Si, 1.0568, 2.0555, 23.9305, 0.0006, 0.0027, -0.0013
Si, 4.2848, 1.7686, 9.7717, 0.0034, 0.0007, -0.0011
Si, 6.7772, -0.5597, 15.6354, 0.0014, -0.0001, 0.0042
Si, 6.5901, -0.6595, 25.211, 0.0099, 0.0004, 0.0048
Si, 5.7342, 8.8919, 20.5663, -0.0009, -0.0009, -0.0022
Si, -0.1711, 8.0712, 18.7621, 0.0023, -0.0021, 0.0001
Si, -1.9213, 2.0418, 17.6572, 0.0014, -0.0013, 0.0017
Si, 8.0914, -4.3915, 14.5388, -0.0005, 0.0016, 0.0035
Si, 2.8716, 0.9824, 17.3721, 0.0006, -0.0027, 0.0034
Si, 0.3258, 9.9417, 23.7909, 0.0024, -0.0017, -0.0032
Si, 2.0173, 1.5374, 20.2048, 0.0009, -0.0038, -0.0015
Si, 0.4163, -1.1415, 10.4249, -0.0002, -0.0017, -0.0025
Si, 5.5213, 0.0387, 18.3332, 0.0003, -0.001, 0.0004
Si, -2.1658, 8.2871, 24.5609, -0.0028, 0, -0.0009
Si, 5.3905, -2.8049, 14.3478, 0.0017, 0.0002, 0.0042
Si, 3.7552, 2.5236, 22.5739, -0.0023, -0.0022, -0.0024
Si, -1.4881, 5.8384, 26.108, 0.0008, -0.0033, 0.001
Si, 2.9704, 3.0334, 15.2924, -0.0022, -0.0015, 0.006
Si, 7.8579, -5.0174, 11.5703, -0.0017, -0.0002, 0
Si, -1.1914, -3.7852, 9.5448, 0.0002, 0.0027, -0.0041
Si, -2.444, 4.0756, 15.9035, 0.0024, -0.0027, 0.0019
Si, 6.6383, 3.8986, 9.6701, -0.002, 0.0002, -0.0031
Si, -3.2813, 1.7902, 26.9012, -0.0024, -0.0061, -0.0018
Si, 2.6801, -2.8865, 10.2709, -0.0011, -0.0012, -0.0108
Si, 2.8966, -5.3537, 11.9891, -0.0003, 0.0008, -0.0002
Si, 0.1676, 3.4209, 21.3693, 0.0006, 0.0006, -0.0065
Si, 1.2463, 9.4885, 20.8311, 0.0022, 0.0016, -0.0014
Si, 3.3389, 7.5281, 19.4479, -0.0027, -0.0024, 0.0024
Si, 0.333, 3.7331, 16.9189, 0.0011, -0.0003, 0.0035
Si, 6.0274, 0.3131, 22.3214, -0.0009, -0.0008, -0.0033
Si, 7.1704, 1.7116, 20.0275, 0.0006, -0.0009, -0.0007
Si, -2.3036, 1.4161, 14.7547, -0.0011, -0.002, 0.0025
Si, 1.69, 8.5079, 26.2914, 0.0012, -0.0009, 0.0042
Si, 1.1909, 5.4809, 19.4271, 0.0019, 0.0001, 0.0005
Si, 7.5968, 3.8828, 24.685, 0.0015, -0.0014, -0.0018
Si, 7.1703, 6.8376, 22.2647, 0.0029, 0.0018, -0.0026
Si, -2.8278, 4.0854, 21.5599, 0.0025, -0.0023, -0.0024
Si, 2.3473, -3.0163, 16.8112, 0.0003, -0.0004, 0.003
Si, 4.4536, 9.8569, 27.0476, -0.0035, -0.0017, 0.001
O, -0.4273, -2.4987, 10.1528, 0.0003, -0.0009, 0.0025
O, 1.1887, -0.1169, 13.9932, 0.0008, 0.0001, -0.0023
O, 1.3838, 4.1784, 7.9441, 0.0056, -0.0059, 0.0046
O, 0.4191, -0.245, 9.0488, -0.0033, 0.002, -0.002
O, 6.7654, -1.3293, 8.0551, 0.0064, -0.0043, 0.0047
O, -0.2241, 4.9269, 25.6615, 0.0009, -0.0001, 0.0022
O, 7.0898, 3.233, 20.6104, 0.0002, -0.0006, 0.0032
O, 7.8699, 3.2131, 8.8579, 0.0028, -0.0042, -0.003
O, 5.0162, 9.978, 25.5206, 0.0047, 0, 0.0025
O, 1.936, 7.0427, 25.6286, 0.001, -0.0023, 0.002
O, 6.0632, 9.663, 19.1552, 0.0002, -0.0006, 0.0033
O, 2.0054, -0.0456, 20.5392, -0.0017, -0.0023, 0.0018
O, -0.369, 2.5266, 17.7849, 0.0013, 0.0007, 0.0001
O, 7.5639, 7.4481, 28.6708, -0.0036, 0.0024, -0.002
O, 2.1568, -4.2838, 10.9854, -0.0016, -0.0012, 0.003
O, -0.2365, -4.7393, 8.6471, 0.0001, 0.0006, 0.0025
O, -2.4807, -3.268, 8.7048, -0.0015, 0.0003, 0.0005
O, 4.9007, 0.4178, 9.0357, 0.0033, -0.0019, -0.0003
O, 4.4768, -3.927, 15.0824, 0.0007, -0.0015, 0.0007
O, -0.6095, -0.7047, 28.6892, -0.0036, 0.0051, -0.0006
O, 5.0097, 4.5441, 28.6844, -0.002, 0.0013, 0.0003
O, 5.5782, 9.0489, 27.9035, 0.0055, -0.0031, 0.0064
O, 4.8782, -2.5956, 12.8231, 0, -0.0002, -0.0007
O, 5.5227, 2.7847, 10.0276, 0.0001, 0, 0.0019
O, -2.4856, 1.4026, 19.041, -0.0003, 0.0002, 0.0023
O, -1.627, 5.7463, 27.7233, 0.001, -0.0008, 0.0005
O, -1.1281, 1.124, 13.6772, 0.0014, -0.0009, -0.0001
O, 2.2174, 1.8986, 28.6961, 0.0015, -0.0016, -0.0028
O, 0.9261, 9.2995, 22.415, -0.0008, 0.0002, 0.0021
O, 0.524, 2.0458, 20.5856, -0.0012, 0.0043, 0.0069
O, 3.9373, -0.1012, 17.9708, -0.0002, -0.0003, 0.0013
O, 3.51, 6.3102, 27.5864, 0.0016, -0.0032, 0.0155
O, 3.6483, 1.9477, 16.3027, -0.0009, 0.0017, -0.0007
O, 3.1635, 2.407, 8.7824, -0.0046, 0.0036, 0.0015
O, -1.2186, 9.4684, 23.9706, -0.0014, -0.0013, 0.0036
O, -2.8583, 3.6728, 23.1416, 0.0003, -0.0009, 0.0049
O, 7.218, 4.5092, 11.0627, 0.0016, 0.0009, 0.0028
O, 3.0545, 9.0793, 26.9469, 0.0008, -0.0009, 0.0004
O, -1.5712, -3.5797, 15.1607, 0, -0.0009, 0.0002
O, 5.1693, 10.0257, 21.6275, 0.002, 0.0013, 0.0043
O, 2.3129, 4.4221, 26.1666, 0.0005, 0.0021, 0.003
O, 7.948, -1.5781, 16.0827, 0.0012, -0.001, 0.0004
O, 3.5845, 8.0019, 17.8844, 0, -0.001, 0.0027
O, 1.9281, -1.5798, 10.9132, 0.002, 0.0005, 0.0046
O, 3.7791, 4.4514, 15.3749, 0, -0.0014, 0
O, 3.536, 1.5792, 11.2278, -0.0024, 0.0009, 0.0028
O, 7.3292, 0.4616, 14.473, 0.0012, -0.0007, 0.0003
O, 2.6735, 1.9949, 23.6849, 0.0016, -0.0006, 0.002
O, 2.4967, -5.0259, 13.5428, -0.0006, -0.0011, -0.0006
O, -2.5718, -5.1263, 13.1147, 0.0011, -0.0019, 0.0002
O, -2.6635, 3.0084, 14.6711, 0.0006, 0, 0.001
O, 4.321, -2.8473, 10.3641, -0.0002, -0.0002, 0.0025
O, -2.8124, 5.2609, 25.3625, -0.0018, -0.0018, 0.0017
O, -2.8036, 2.646, 25.5981, -0.0013, -0.0002, 0.0041
O, -1.4742, 8.182, 17.7898, 0.0009, -0.0008, -0.0014
O, -0.104, 9.2531, 19.9044, 0.0021, -0.0032, 0.0026
O, 0.7354, 2.4398, 25.4748, 0.0006, -0.0019, 0.0007
O, 5.9743, 5.0823, 8.758, -0.0026, 0.0019, -0.0077
O, 0.3844, 3.5769, 27.847, 0.0009, -0.0008, 0.0032
O, -1.8842, 1.0785, 16.321, 0.0002, -0.0003, -0.0009
O, 1.5796, 0.2979, 16.6484, 0.0002, -0.001, -0.0009
O, 5.9774, 4.0125, 24.6583, 0.0015, -0.0003, 0.0042
O, 5.457, -1.3742, 15.1127, -0.0008, -0.0021, 0.0006
O, -2.6853, 7.3219, 23.3684, -0.003, 0.0014, 0.0039
O, 6.8977, -3.359, 14.27, 0.0004, -0.0021, 0.0009
O, 5.7764, 1.3861, 19.2327, 0.0012, -0.0001, 0.0028
O, 8.0544, 3.3383, 17.3009, -0.0002, 0.0001, 0.0003
O, 2.323, -1.9357, 15.5797, 0.0001, 0.0003, -0.0007
O, 7.518, 8.9507, 25.3652, -0.0027, 0.0099, -0.0009
O, 2.3092, 8.3679, 20.3728, 0.0031, -0.0029, -0.0007
O, -0.2429, -0.3304, 11.6759, 0.0003, 0.0001, 0.0009
O, 4.1537, 0.344, 27.788, -0.0033, 0.0035, 0.0057
O, 4.1405, -4.2189, 7.7835, 0.0024, 0.0006, -0.0003
O, 2.3339, 1.8439, 18.6417, 0.001, -0.0014, 0.0029
O, 6.6206, 2.6753, 27.7915, 0, 0.0013, 0.0037
O, 6.3396, 0.2687, 16.957, 0.0007, -0.002, 0.0002
O, -0.852, 4.4742, 16.0554, 0.0005, -0.0004, 0.0014
O, 1.0936, 4.6267, 20.8026, -0.0028, -0.0066, 0.0028
O, 1.4179, 3.2421, 15.7937, 0.0033, -0.001, -0.0004
O, 0.7212, 8.3364, 27.5954, -0.0008, 0.0031, 0.0117
O, 6.9713, 8.1396, 21.3015, 0.002, -0.0043, 0.005
O, 4.1492, 5.8601, 24.9442, 0.0004, -0.0015, 0.0028
O, 1.0661, 8.2542, 17.7309, -0.0036, -0.0013, 0.0054
O, -1.3555, 3.7651, 20.9998, 0.0049, -0.0006, 0.0048
O, 0.4123, 3.2138, 22.9659, 0.0007, -0.0027, 0.0036
O, -1.3795, 1.3972, 8.0171, -0.0075, 0.0053, 0.0046
O, 2.728, 6.0276, 19.4028, 0.0012, 0.0023, 0.0007
O, 0.3673, 0.6195, 23.6334, 0.0002, -0.0015, 0.0034
O, 2.2344, -2.7709, 8.7097, 0.003, -0.0003, -0.0037
O, 5.0809, 1.5872, 22.6625, 0.0013, -0.0001, 0.0035
O, 0.0018, 6.6164, 19.4805, 0.0017, 0.0006, -0.0012
O, -1.3004, 7.3775, 25.6063, -0.0005, 0.0023, 0.0013
O, 5.8339, 6.2019, 22.989, 0.001, -0.0008, 0.0019
O, 6.7538, -3.8164, 11.3122, -0.0006, -0.0005, 0.0021
O, 7.2604, 0.7114, 21.3176, 0.0005, -0.0014, 0.0034
O, 4.1217, 4.1015, 22.8387, 0.0003, -0.0011, 0.0024
O, -0.3383, -1.3402, 15.7451, 0.0005, -0.0014, 0.0013
O, -1.7246, -4.7055, 10.754, -0.0007, -0.0018, 0.0037
O, 7.6304, 5.4092, 15.6188, -0.0008, -0.0001, -0.0002
O, 6.995, 0.4288, 26.341, 0.0004, -0.0014, -0.0061
O, 6.7537, -0.1379, 23.6933, 0.0005, -0.0041, 0.0097
O, 4.5132, -5.0833, 11.8278, 0.0003, -0.0015, 0.0019
O, 1.0245, 4.6609, 18.0414, -0.0004, -0.0032, -0.0019
O, 2.5282, 4.0365, 11.6392, 0, -0.0006, 0.002
O, 2.1926, -4.4883, 16.1265, 0.0011, -0.0019, -0.0009
O, 1.0518, 1.8831, 12.2417, 0.0004, -0.0002, 0.0003
O, -2.0396, 1.3467, 27.8518, -0.0006, -0.0048, 0.0052
O, 3.0984, 2.4877, 13.7592, 0.0005, 0, -0.0004
O, 1.1664, 9.5029, 25.1184, -0.0004, -0.0001, 0.0024
O, 3.1241, 2.3525, 21.0821, 0.001, -0.0012, 0.0054
O, -3.1301, 5.6606, 21.3458, -0.0009, 0.0027, 0.0044
O, 4.745, 7.6448, 20.2328, 0.0011, -0.0004, 0.0029

Results
free energy: -155247.171 eV
free energy less fixed offsets of O -568.88, Si -635.61 eV per atom: -4.771 eV

The program warned: the cutoff lies below the one the program advises for these potential files; the forces do not sum to zero within the program's tolerance; the exchange-correlation potential is rough where the density is thin.
